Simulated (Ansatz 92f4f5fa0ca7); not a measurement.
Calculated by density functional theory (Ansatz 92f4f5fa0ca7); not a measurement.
Periodic cell of 237 atoms, Si146O90B1, from a study of silicon, its oxide and their interface. The atomic structure is a simulated model.
Doubt: the cutoff is far below the 930 eV that the study's wrapper takes by default for these files, so forces and energies are approximate.
This geometry differs little from another in the collection (a relaxation step or a small displacement).

Settings: functional PBE; potential files Ansatz PAW; basis plane waves; wave-function cutoff 580 eV; density cutoff ratio 5; exchange-correlation grid ratio 1; k mesh 1 x 1 x 1, Gamma-centred; self-consistency stop 5e-08 eV per atom in the density residual; occupations fixed; spin none; net charge -1 e, with a uniform compensating background and no finite-size correction.

Cell vectors (angstrom)
a 11.6015 0 0
b 0 10.938 0
c 0 0 32.0622

Atoms: element, x, y, z (angstrom)
Si -0.1794 -0.0508 23.2368
Si 3.6575 0.2133 23.1022
Si 7.5568 -0.1368 23.4392
Si 1.689 1.4157 23.3867
Si 5.7331 1.3977 23.1769
Si 9.4433 1.23 23.3455
Si 0.1766 5.321 23.4449
Si 4.1469 5.2992 23.4048
Si 8.0606 5.5943 23.5651
Si 2.1834 6.5819 23.3718
Si 6.0088 6.757 23.4628
Si 10.0232 6.8708 23.6196
Si 1.9115 2.6785 25.3749
Si 5.8433 2.6439 25.2489
Si 9.6517 2.6702 25.2638
Si 11.6051 4.0162 25.3804
Si 3.9122 3.9724 25.3301
Si 7.7628 4.0701 25.348
Si 1.9716 8.1616 25.1831
Si 5.7782 8.1761 25.3376
Si 9.722 8.277 25.4453
Si 11.6433 9.5876 25.251
Si 3.8642 9.5988 25.0692
Si 7.6951 9.5248 25.407
Si 11.6611 -0.0085 27.2122
Si 3.9093 -0.0495 27.1214
Si 7.7695 -0.0227 27.2954
Si 1.994 1.3221 27.2785
Si 5.8413 1.3207 27.2038
Si 9.706 1.3294 27.2155
Si 11.5956 5.4758 27.2374
Si 3.8544 5.4273 27.2173
Si 7.7234 5.4636 27.2622
Si 1.9417 6.8301 27.1657
Si 5.7687 6.8049 27.2571
Si 9.6623 6.8276 27.3012
Si 1.9516 2.7267 29.1869
Si 5.8037 2.7254 29.1274
Si 9.6849 2.73 29.1455
Si 0.0178 4.1011 29.1651
Si 3.8726 4.098 29.1756
Si 7.7405 4.0945 29.1873
Si 1.9485 8.1875 29.1195
Si 5.8033 8.183 29.1816
Si 9.6796 8.1927 29.2284
Si 0.0152 9.5573 29.1525
Si 3.8812 9.5599 29.1113
Si 7.7425 9.5465 29.2143
Si 0.0063 0.002 31.0952
Si 3.8668 0.0068 31.0691
Si 7.7345 0.0087 31.1205
Si 1.935 1.3737 31.1218
Si 5.8015 1.3735 31.0691
Si 9.6722 1.368 31.0929
Si 0.0166 5.469 31.1028
Si 3.8771 5.4764 31.1099
Si 7.7462 5.4671 31.1327
Si 1.9457 6.844 31.0744
Si 5.8108 6.836 31.1217
Si 9.6843 6.8303 31.1585
Si 1.9364 2.7498 0.9981
Si 5.8007 2.747 0.9384
Si 9.6702 2.7357 0.9755
Si -0.0071 4.11 0.9741
Si 3.8711 4.1169 0.9891
Si 7.7426 4.1129 1.013
Si 1.9348 8.2221 0.9464
Si 5.7991 8.2322 0.9751
Si 9.6712 8.2257 1.0222
Si 0.0011 9.5974 0.9908
Si 3.8636 9.5993 0.9733
Si 7.7396 9.5876 0.9977
Si 11.6124 0.0371 2.9356
Si 3.8598 0.0213 2.9423
Si 7.7437 0.0269 2.9214
Si 1.9388 1.4045 2.9433
Si 5.8128 1.3723 2.8513
Si 9.6634 1.3941 2.9317
Si 11.5697 5.5082 2.8847
Si 3.8797 5.4967 2.9256
Si 7.7359 5.5232 2.9398
Si 1.9196 6.8266 2.8562
Si 5.8078 6.8696 2.9002
Si 9.6629 6.907 2.9913
Si 1.9088 2.8321 4.8418
Si 5.8321 2.7374 4.7587
Si 9.5892 2.8228 4.8321
Si 11.5433 4.1466 4.8031
Si 3.9114 4.1108 4.8524
Si 7.707 4.2271 4.9143
Si 1.8949 8.1379 4.8022
Si 5.8126 8.255 4.8114
Si 9.6664 8.3179 4.9397
Si 11.6416 9.6449 4.896
Si 3.8221 9.4855 4.8282
Si 7.7244 9.676 4.9069
Si 11.5798 0.2353 6.7707
Si 3.758 -0.0495 6.7038
Si 7.7094 0.0615 6.9254
Si 2.0438 1.4977 6.7793
Si 5.711 1.2861 6.6344
Si 9.639 1.5289 6.8082
Si 11.5329 5.4906 6.743
Si 3.9795 5.4456 6.8311
Si 7.7413 5.6751 6.8872
Si 1.9727 6.6604 6.6787
Si 5.8179 6.9842 6.7861
Si 9.7637 7.0359 6.9528
O 10.0105 7.9618 8.3335
O 7.656 9.9486 8.2363
O 7.4146 4.753 8.2302
O 3.3998 10.4165 8.2752
O 2.0214 7.66 7.9853
O 4.003 4.5916 8.2787
O 9.7836 2.4342 8.1997
O 2.6078 2.3615 8.1157
O 11.3871 4.5454 8.0936
O 5.3566 2.3965 7.8107
O 5.8158 8.0101 8.1034
O 11.1621 10.359 8.1355
O 11.3448 10.049 21.7888
O 3.1769 10.7188 21.5421
O 5.9165 7.6719 22.0785
O 4.2273 4.4477 21.9603
O 7.6897 9.6902 22.1838
O 10.2809 7.6928 22.2071
O 1.6386 2.4448 22.0817
O 5.935 2.4329 21.8738
O 8.4702 4.7517 22.1958
O -0.0622 4.4642 22.0249
O 2.4169 7.3497 21.9294
O 9.074 1.9322 21.8881
Si 1.9 7.8475 9.5891
Si 5.0521 0.4993 17.6889
Si 2.4557 5.453 13.9801
Si 10.5621 3.898 14.0505
Si 8.2778 2.4412 15.2859
Si 9.514 2.2539 20.3494
Si 10.5247 3.5971 9.0997
Si -0.0022 2.2591 11.5934
B 11.0077 8.0672 15.2661
Si 5.1334 6.9245 13.9555
Si 5.7028 2.6201 11.1734
Si 8.599 7.7371 19.3165
Si 8.1225 4.8882 20.6101
Si 5.8591 9.5613 15.2178
Si 2.1406 7.5816 20.3391
Si 1.9048 4.9107 18.6991
Si 4.4939 3.4329 17.9998
Si 8.6461 8.9002 16.6405
Si 0.7608 9.3716 13.3967
Si 9.8828 10.6292 11.768
Si 5.3476 3.7098 21.0113
Si 0.5092 5.7224 16.1698
Si 10.7519 9.1799 9.1735
Si 6.5981 8.9003 21.2497
Si 7.19 7.1371 11.5449
Si 2.6141 0.6476 12.3215
Si 10.9055 8.6487 21.0442
Si 6.0127 4.3313 15.622
Si 7.0718 0.486 13.0328
Si 4.0559 2.9797 8.6118
Si 0.8371 6.7208 11.8413
Si 6.5823 9.056 9.1159
Si 0.6518 3.2998 21.1051
Si 9.8681 6.5341 12.9075
Si 7.7352 4.5269 9.819
Si 3.9545 10.067 20.2428
Si 4.1885 3.0149 13.5974
Si 3.8684 10.0263 9.8071
Si 8.1397 0.7177 17.9866
O 11.4672 3.2083 12.889
O 9.3536 4.386 9.9208
O 8.841 3.6505 19.8568
O 4.0389 -0.0485 18.8554
O 11.3854 4.5628 15.2709
O 9.8132 9.7769 10.3555
O 3.6819 1.5121 13.2177
O 0.5516 8.9305 14.9207
O 6.5427 0.6652 18.3507
O 4.7409 3.192 19.6055
O 6.2288 1.2084 11.8171
O 0.5747 8.7648 9.828
O 5.6252 4.3368 17.2255
O 8.4946 7.2789 12.475
O 4.3925 2.5931 10.1583
O 2.0084 5.863 15.4852
O 3.3838 0.0324 11.0149
O 5.9204 7.2375 12.5531
O 2.4067 6.3003 19.395
O 0.6598 5.129 17.7004
O 8.3732 10.6743 12.3913
O 5.4912 10.0758 9.7535
O 0.5938 8.0612 20.2481
O 9.7681 2.6521 14.7248
O 1.9696 10.4829 13.3071
O 9.8811 8.8925 15.659
O 6.114 10.3551 13.8066
O 7.4848 1.5676 14.1723
O 1.544 3.925 19.9337
O 5.8401 5.7851 14.907
O 7.2436 8.9718 15.809
O 1.4474 1.5573 11.6638
O 7.2371 8.2786 10.3727
O 4.4347 1.9574 17.3137
O 6.9794 3.1908 10.339
O 11.3584 7.1216 16.3248
O 8.7058 10.206 17.6171
O 3.2839 8.5342 10.0909
O 7.5687 3.897 15.4752
O 3.0939 4.2232 17.8407
O 2.863 3.8862 13.8692
O 1.2898 8.1745 12.4035
O 1.2609 5.5777 12.8971
O 4.9273 8.2829 14.8319
O 11.1414 2.3476 20.3861
O 10.9741 9.9896 12.7605
O 5.1645 3.5726 12.3885
O 5.0981 3.1548 14.938
O 6.4923 4.7947 20.5714
O 8.3459 1.7366 16.7446
O 10.3389 1.2295 11.4599
O 10.8398 6.5501 11.5638
O 3.2202 8.6835 19.8478
O 1.6493 6.4743 10.4222
O 7.1911 8.3594 19.8566
O 8.5744 7.6353 17.7057
O 3.681 6.3929 13.495
O 9.5546 4.976 13.3362
O 5.4547 9.9631 20.8582
O 10.6484 7.2997 14.0442
O 8.7101 6.2385 19.9528
O 7.173 5.726 10.7369
O 5.1121 10.4952 16.3528
O 8.9896 1.1372 19.315
O 11.6039 3.0712 10.175
O 9.7668 8.7303 19.8953

Results
free energy: -144145.718 eV
free energy less fixed offsets of B -154.04, O -568.88, Si -635.61 eV per atom: 6.582 eV

Forces (eV/angstrom), in the order of the atoms: element, x, y, z
Si -0.0006 0.0015 0.0001
Si 0.0004 0.0022 -0.0077
Si -0.0002 -0.0002 -0.0029
Si -0.0028 -0.0001 -0.0022
Si -0.0022 0.0001 0.0016
Si -0.0019 -0.0037 -0.0036
Si -0.0076 -0.0032 -0.0042
Si 0.0013 -0.0033 -0.0067
Si -0.002 -0.0007 -0.0031
Si 0.0002 0.0042 -0.0007
Si -0.0015 0.0014 -0.0016
Si 0.0072 0.0015 -0.0064
Si -0.001 -0.0003 0.0029
Si -0.0002 0.001 0.0007
Si 0.0001 0.0004 0.0007
Si 0.0014 0.0008 0.0009
Si -0.0017 0.0012 0.0018
Si -0.0026 0.0022 0.005
Si 0.0022 0 0.0051
Si 0.0005 -0.0001 0.0038
Si -0.0009 -0.0013 0.0022
Si 0.0006 -0.0018 -0.0005
Si 0.0018 -0.0006 -0.0044
Si 0.0027 0.0012 0.0011
Si -0.002 -0.0018 -0.0001
Si -0.0005 -0.0023 -0.0018
Si -0.0012 -0.0024 0.0013
Si 0.0005 0.0013 -0.0001
Si 0 0.0023 -0.0006
Si 0.0009 0.0031 -0.002
Si 0.0005 -0.0004 0
Si -0.0004 -0.0006 0.0013
Si 0.0011 -0.0006 0.0001
Si -0.0009 -0.0016 -0.0007
Si 0.0012 -0.0002 -0.0001
Si -0.0021 0.001 0.0001
Si -0.0039 -0.0009 -0.0004
Si 0.0002 -0.0006 0.003
Si -0.0019 -0.0012 0.0037
Si 0.0009 0.0001 -0.0024
Si 0.0022 0.0017 -0.0015
Si 0.0012 0.0013 -0.0038
Si 0 -0.0008 0.0004
Si 0.002 -0.0006 -0.0045
Si 0.0012 -0.0024 -0.006
Si -0.0008 0.0031 0.003
Si -0.0023 0.0037 0.0058
Si -0.0025 0.0016 -0.0007
Si -0.0003 -0.0028 -0.001
Si 0.0003 -0.0042 -0.0007
Si 0.0006 -0.0001 0.0008
Si 0.0007 0.0003 0.0022
Si -0.001 0.0004 -0.0005
Si 0.0005 0.0022 -0.0012
Si -0.0005 -0.0015 -0.0008
Si -0.0014 -0.0031 0.0004
Si -0.0001 -0.0026 -0.0005
Si -0.0006 0.0033 0.0005
Si -0.0002 0.0007 0.0017
Si -0.0008 0.0031 0.0007
Si -0.0012 -0.0008 -0.0032
Si 0.0017 0 0.0011
Si -0.0011 -0.0019 -0.0019
Si 0.0023 0.001 0.0036
Si -0.0003 0.0016 0.0009
Si -0.0019 0.0006 -0.0005
Si -0.0002 -0.0022 0.0034
Si -0.0011 -0.0012 0.0025
Si 0.0013 -0.0032 -0.0015
Si 0.0014 0.0008 -0.0028
Si -0.0006 0.0017 -0.0024
Si -0.0008 0.0007 -0.0007
Si -0.0011 -0.0021 -0.0001
Si 0.0015 -0.0025 0.0001
Si -0.0013 -0.0025 0.0006
Si 0.0001 0.0021 0
Si -0.0003 0.0025 0.0002
Si -0.0005 0.0025 0.0001
Si 0.0019 -0.0009 -0.0004
Si -0.0014 0.0005 0.0004
Si -0.0001 0.0001 0.0004
Si -0.0002 0.0008 -0.0001
Si 0.0001 0.0007 -0.0011
Si -0.0004 -0.0009 -0.0012
Si 0.0018 0.0002 -0.0013
Si 0.0003 0.0003 -0.0003
Si 0.0017 -0.0008 0.0006
Si -0.0017 0.0004 -0.002
Si 0.0013 0.0012 -0.0019
Si -0.0004 -0.002 -0.0019
Si -0.0023 -0.0009 0.0001
Si -0.0001 0.0004 -0.0018
Si 0.0003 -0.0012 -0.001
Si -0.0013 0.0001 -0.0016
Si -0.0014 0.0016 -0.0022
Si -0.0014 0.0006 0.0003
Si -0.0016 -0.007 0.0077
Si 0.0008 -0.0023 0.0074
Si 0 -0.0022 0.0048
Si -0.0003 0.0002 0.0047
Si -0.0044 -0.0003 0.0031
Si -0.0016 0.0002 0.0041
Si -0.0011 -0.0028 0.0046
Si -0.0039 -0.0043 0.0008
Si 0.0026 -0.005 -0.0026
Si 0.0025 0.0039 0.008
Si 0.0003 0.0051 0.007
Si -0.0012 0.0076 0.0018
O -0.0033 -0.009 0.0022
O 0.0046 0.0081 -0.0014
O -0.0026 -0.0015 -0.0049
O 0.0012 0.0025 -0.0055
O 0.0008 -0.0069 0.0024
O 0 0.0056 0.0025
O -0.0041 -0.0115 -0.0005
O -0.005 -0.0038 0.0023
O 0.0042 0.0085 -0.001
O 0.007 -0.0061 0.001
O -0.0032 -0.0087 0.0004
O 0.0095 0.0094 -0.0039
O -0.001 0.0034 -0.0039
O -0.0001 0.0037 0.002
O -0.0034 -0.0059 0.0014
O -0.003 0.0057 0.0009
O 0.001 0.0037 -0.0024
O -0.002 -0.0053 0
O 0.0034 -0.0042 -0.0014
O 0.0016 -0.0034 -0.0019
O 0 0.0063 0.0019
O 0.0012 0.0058 -0.0024
O -0.0006 0.0005 -0.0035
O -0.0008 -0.0059 0.0008
Si -0.0005 -0.0051 -0.0169
Si 0.013 -0.0023 0.0073
Si -0.0026 0.0007 0.0001
Si -0.0007 0.0055 -0.0004
Si 0.0002 0.0056 0.0065
Si 0.0022 -0.0024 0.0097
Si 0.0033 0.0022 -0.0055
Si 0.001 -0.0044 -0.0077
B 0.0019 -0.0166 -0.0086
Si 0.0028 0.0013 -0.0003
Si 0.0001 -0.0061 -0.0098
Si -0.0003 0.0037 0.0079
Si 0.0003 0.0004 0.0099
Si 0.0057 -0.0013 0.0089
Si 0.0021 -0.0009 0.0115
Si -0.0077 -0.0023 0.0128
Si -0.001 0.0013 0.0103
Si 0.0302 0.0277 -0.0109
Si -0.0007 0.0035 -0.0046
Si 0.0007 0.0001 -0.0085
Si 0.0007 -0.0041 0.0017
Si -0.0056 0.0024 0.0022
Si 0.0039 0.003 -0.0045
Si -0.0024 0.0053 0.0067
Si 0.0009 -0.0004 -0.0027
Si -0.0033 0.0022 -0.008
Si -0.0034 -0.0011 0.0044
Si 0.0013 -0.0035 0.0052
Si 0.0031 0.0006 -0.0037
Si 0.0011 0.0016 -0.0036
Si -0.0076 -0.0052 -0.0105
Si -0.0004 -0.0007 -0.006
Si 0.0022 0.0014 0.0092
Si 0.0185 -0.0001 0.0022
Si -0.0008 0.0028 -0.0099
Si 0.001 0.0006 0.0094
Si -0.0051 0.0011 -0.0037
Si -0.0023 0.0037 -0.01
Si -0.009 -0.0269 0.0073
O -0.0003 -0.0011 0.0054
O 0.0011 0.0003 0.0065
O -0.0037 0.0023 -0.0103
O 0.0004 -0.0016 -0.0091
O 0.0039 0.0019 0.0012
O 0.0045 -0.0041 -0.0008
O -0.0008 -0.0009 0.0009
O 0.009 0.0106 0.0049
O 0.0092 -0.0064 -0.0266
O 0.0039 0.0035 0.0014
O -0.0013 0.0031 0.005
O -0.008 -0.0003 0.0062
O 0.0004 -0.0002 -0.0064
O -0.0137 0.0065 -0.0022
O -0.0056 0.0012 0.0001
O -0.0011 -0.0015 -0.0005
O 0.0015 -0.0035 0.0028
O 0.0039 0.0009 -0.0011
O -0.0006 0.0074 -0.005
O 0.0041 -0.0006 -0.0033
O 0.0003 -0.0008 0.0046
O 0.0015 -0.002 0.0073
O 0.0009 0.0012 -0.0044
O -0.0024 -0.003 -0.0002
O 0.0008 0.001 0.0012
O -0.0544 -0.0054 0.0285
O 0.0019 0.0012 0.0033
O -0.0015 -0.0022 -0.0015
O -0.001 0.0001 -0.0049
O 0.0026 0 -0.0006
O 0.0104 0.0061 0.0089
O 0.0042 -0.0004 0.0069
O -0.0019 0.0069 -0.0005
O 0.006 -0.0092 -0.0052
O 0.0035 -0.0008 0.0054
O -0.0011 0.003 0.0049
O -0.0061 0.0172 -0.0272
O 0.0012 0.0003 0.0093
O 0.0012 -0.005 -0.0029
O 0.0003 0.0014 -0.0035
O 0.0015 -0.0033 0.0014
O -0.0028 -0.0007 0.0075
O 0.0034 0.0024 0.0022
O 0.0022 0.0045 0.0029
O 0.0023 0.0027 -0.0087
O -0.0008 0.0016 0.0026
O 0.0022 0.0011 0.0019
O 0.0021 0.0012 0.0017
O -0.0001 0.0021 -0.0046
O -0.0078 -0.0088 0.0065
O 0.0006 0.003 0.0072
O 0.0026 -0.0027 0.0021
O -0.0067 -0.0034 -0.0068
O 0.0024 0.0052 0.0044
O -0.0025 0.0014 -0.0037
O 0.0035 0.0031 0.0013
O -0.0048 -0.0004 0.0004
O -0.0032 -0.0121 0.0017
O 0.0041 -0.0032 -0.005
O -0.0007 0.009 0.0151
O -0.0003 -0.006 -0.0034
O -0.0033 -0.0064 0.0006
O 0.0014 0.0082 0.0076
O -0.0015 -0.0028 -0.0136
O -0.0019 0.0039 -0.0006
O 0.0083 0.0005 -0.0033

The program warned: the cutoff lies below the one the program advises for these potential files; the forces do not sum to zero within the program's tolerance; the exchange-correlation potential is rough where the density is thin.
